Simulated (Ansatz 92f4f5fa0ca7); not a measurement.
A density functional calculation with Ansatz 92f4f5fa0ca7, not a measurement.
Periodic cell of 208 atoms, Si128O80, from a study of silicon, its oxide and their interface. The atomic structure is a simulated model.
This geometry differs little from another in the collection (a relaxation step or a small displacement).

Settings: functional r2SCAN; potential files Ansatz PAW; basis plane waves; wave-function cutoff 800 eV; density cutoff ratio 5; exchange-correlation grid ratio 1; k mesh 1 x 1 x 1, shifted by 0.5 0.5 0 of a step; self-consistency stop 1e-10 eV per atom in the density residual; occupations fixed; spin none; net charge 0.

Cell vectors (angstrom)
a 10.88 0 0
b 0 10.88 0
c 4.2414 -0.728 30.927

Atoms and the computed forces on them: element, x, y, z (angstrom), force x, y, z (eV/angstrom)
Si 1.1027 -1.1134 0.1158 0.0024 -0.0034 -0.0209
Si 3.7652 1.5964 0.1799 0.0017 -0.0074 -0.0242
Si 1.6327 3.846 0.092 -0.0058 0.0022 -0.0215
Si 4.3388 -4.3831 0.0392 -0.0051 0.0026 -0.0228
Si -3.8222 -1.6088 0.081 -0.0043 0.0036 -0.0237
Si -1.0655 1.1084 0.1094 -0.0054 0.0031 -0.0183
Si 6.5615 4.289 -0.0238 0.0035 -0.001 -0.0306
Si -1.6067 -3.7851 0.1384 0.0011 -0.0046 -0.0241
Si 2.643 0.0251 1.4747 -0.0041 -0.0025 -0.0008
Si 5.4252 2.748 1.36 -0.0011 0.0004 0.0046
Si 2.7742 -5.4739 1.4058 -0.0008 0.0011 -0.0021
Si 5.457 -2.7653 1.3533 -0.0022 -0.0015 0.0049
Si -2.6801 -0.0256 1.3865 -0.0006 0.001 -0.002
Si 0.0493 2.7014 1.4121 0.0012 -0.0009 -0.0015
Si 8.1191 5.4433 1.3416 -0.002 -0.001 0.0045
Si -0.0357 -2.668 1.4469 0.0044 0.0011 0.005
Si 1.3377 1.3706 2.8625 -0.0027 0 0.0027
Si 4.1036 4.0687 2.8021 -0.0016 -0.0002 0.0034
Si 1.3695 -4.0813 2.6978 -0.0018 0.0002 0.0025
Si 4.0796 -1.3777 2.6938 -0.0018 -0.0038 0.0033
Si 6.8024 1.3617 2.678 -0.0024 0.0014 0.0033
Si 9.5113 4.0838 2.6832 -0.0037 0.0001 0.0037
Si 6.7902 6.7794 2.7708 -0.0027 -0.0016 0.003
Si -1.3689 -1.3409 2.8354 0.0011 0.0011 -0.0027
Si -0.0217 0.0099 4.1821 -0.0023 -0.0023 0.0007
Si 2.7384 2.7209 4.1526 -0.0003 0 -0.0013
Si -0.001 -5.4402 4.0557 -0.0027 -0.0009 -0.0016
Si 2.7185 -2.7229 4.0694 -0.0011 0.0007 -0.001
Si 5.4431 -0.0042 4.0478 -0.0023 -0.0007 -0.0011
Si 8.1533 2.7224 4.0561 -0.0009 0.0003 -0.0009
Si 5.4431 5.4368 4.1388 -0.0024 -0.0002 0.0013
Si 8.1488 -2.7358 4.1256 0.0008 -0.0002 0.0035
Si 1.3586 -1.3658 10.8312 -0.0004 -0.0002 0.0029
Si 4.0644 1.3489 10.8152 -0.0011 -0.0004 0.0025
Si 1.3371 4.0614 10.8993 -0.0008 -0.0004 0.0003
Si 4.0813 -4.0806 10.8749 -0.0004 -0.0006 -0.0016
Si 6.8066 -1.3581 10.8859 -0.001 -0.002 -0.0005
Si -1.3516 1.3743 10.9072 -0.0001 -0.0017 0.0004
Si 6.8346 4.0896 10.8539 -0.0006 -0.0014 -0.0013
Si -1.3824 -4.0986 10.8435 -0.0027 -0.0009 0.0002
Si 2.6878 0.0228 12.1741 -0.0005 0.0016 0.0032
Si 5.4617 2.6901 12.1232 0.0005 -0.0027 -0.0025
Si 2.7029 5.4403 12.2149 -0.0026 -0.0013 -0.0039
Si 5.4467 -2.723 12.232 0.0005 -0.0018 -0.0001
Si -2.7119 0.0067 12.2491 -0.0004 0.0006 0.0009
Si -0.0159 2.726 12.3142 -0.0002 -0.0014 -0.0011
Si 8.1876 5.4314 12.2572 0.0008 -0.002 0.0038
Si -0.0026 -2.7477 12.1496 0.0005 -0.0023 0.0034
Si 1.3292 1.3231 13.6304 0.001 -0.0014 -0.0031
Si 4.0761 4.0206 13.4514 -0.0054 -0.0007 -0.0035
Si 1.3365 -4.0827 13.5619 -0.0002 -0.0017 -0.003
Si 4.0792 -1.3161 13.51 0.0009 -0.0023 0.0034
Si -4.0605 1.4049 13.5718 0.0001 -0.0012 0
Si -1.3145 4.1167 13.7224 0.0002 -0.0013 -0.0022
Si 6.7825 -4.092 13.599 0.0009 0.001 0.0021
Si -1.3319 -1.3927 13.5276 -0.0011 0.001 -0.0015
Si 0.2177 -0.3237 14.9188 -0.0071 0.0013 0.034
Si 2.9711 2.4845 14.8201 -0.0008 0.0039 0.0334
Si -0.1665 -5.1389 15.0604 0.0015 -0.0018 0.031
Si 2.4868 -2.4607 14.7598 0.0024 -0.0042 0.0267
Si 5.1936 0.2781 14.8061 0.0018 -0.0033 0.0293
Si -2.9955 3.0202 14.9353 0.0026 -0.0045 0.0329
Si 5.5897 5.1466 14.7886 -0.0039 0 0.0213
Si -2.449 -2.9629 14.8283 -0.0018 0.0041 0.0322
Si 2.5732 -3.6783 19.2785 -0.0004 0.0101 0.0293
Si 7.2617 -3.9631 20.0186 -0.0078 -0.002 0.0289
Si 1.9409 3.9013 -7.1344 0.0022 0.0027 -0.0054
Si 3.7282 0.9409 19.5271 -0.0016 -0.0012 0.032
Si 8.063 2.1652 17.9245 -0.0058 0.0001 0.0461
Si 4.6278 -1.4091 -6.6903 0.0016 -0.0039 -0.014
Si -1.2706 -1.4713 -4.7 -0.0057 0.0011 -0.0255
Si 1.4402 -1.0359 19.788 0.0054 -0.0038 0.0253
Si 4.4109 3.715 -5.7229 -0.003 0.0048 -0.0202
Si 2.1249 2.7825 17.7604 -0.0022 -0.0033 0.0431
Si -0.1773 5.3059 -2.0263 -0.003 0.0032 -0.0498
Si 4.2802 -3.9365 16.8652 0.0001 0.0011 0.0495
Si 5.3351 -4.3843 -6.219 0.0023 0.0007 -0.0122
Si 0.5935 5.2688 18.1726 -0.0017 -0.0015 0.0662
Si -1.9883 4.3673 19.7882 0.0007 0.0031 0.0313
Si -2.6827 -3.5032 -6.3612 -0.0018 -0.0044 -0.0083
Si 7.3862 -1.2606 -8.2276 -0.0004 0.0008 0.0066
Si 6.6923 -1.8946 22.0465 -0.0032 0.0017 0.0029
Si 2.9282 -2.5385 -2.0775 0.0018 0.0029 -0.0408
Si 5.9412 0.0107 17.7911 -0.0015 0.0032 0.0549
Si 5.2734 0.7082 22.0781 0.004 -0.0015 0.0127
Si 7.0092 -2.5343 17.4908 -0.0042 -0.0027 0.0497
Si -1.1671 0.312 -6.9294 0.001 -0.0036 -0.009
Si 5.492 0.9389 -4.8182 -0.0032 0.0034 -0.0368
Si -2.3394 3.0085 -2.0999 0.002 -0.001 -0.0447
Si 4.498 4.6887 -8.3141 -0.0043 0.0012 0.009
Si 5.1027 -0.3102 -1.9958 0 0.007 -0.0475
Si 0.1428 -4.6692 -6.7695 -0.0078 -0.0051 -0.0061
Si -2.453 1.1934 -4.6269 0.0019 -0.0102 -0.0333
Si -0.2399 0.6122 17.8407 0.0028 -0.0001 0.0431
Si 0.8518 -3.5198 -4.0808 -0.0081 0.0053 -0.0312
Si 4.6588 -3.9445 21.4146 0.0036 -0.0009 0.0223
Si 1.37 -1.3736 5.4657 -0.0017 -0.0014 0.0016
Si 4.1017 1.3388 5.4595 -0.0022 -0.0012 0.0024
Si 1.3515 -6.7867 5.449 -0.001 0.0019 0.0032
Si 4.0641 -4.0748 5.4487 -0.0015 -0.0002 0.0018
Si 6.784 -1.3552 5.4398 -0.0009 0.0001 0.002
Si 9.486 1.3817 5.4703 -0.0013 0.0002 0.0005
Si 6.8117 4.0675 5.4583 -0.0021 -0.0009 0.0026
Si -1.3492 -4.0924 5.452 -0.0014 -0.001 0.0033
Si 2.7299 -0.0102 6.8136 -0.0013 0.0002 -0.0011
Si 5.4499 2.7084 6.8182 -0.0012 -0.0003 -0.0019
Si 2.7101 -5.4309 6.8074 -0.0012 -0.0015 -0.0001
Si 5.4286 -2.7178 6.7892 0.0009 -0.0009 0.0003
Si 8.1372 0.0025 6.8078 -0.0008 -0.0014 0
Si -0.0079 2.7297 6.7993 0.0005 -0.001 0.0011
Si -2.7103 -5.4498 6.8108 -0.0016 0.0007 -0.0009
Si 0.0039 -2.7303 6.8188 -0.0008 -0.001 -0.0015
Si 1.3537 1.3643 8.1461 -0.0008 -0.0016 0.0009
Si 4.0778 4.0868 8.1545 0.0005 -0.0009 0.0011
Si 1.3566 -4.0923 8.1769 -0.0017 -0.0002 0.0016
Si 4.0856 -1.3757 8.1555 -0.0017 -0.0013 0.0003
Si 6.7992 1.352 8.1807 -0.001 -0.0005 0.0008
Si -1.3544 4.0719 8.1631 -0.0015 -0.0004 0.0004
Si 6.7935 -4.0718 8.1416 -0.0007 -0.0013 0.0004
Si 9.5121 -1.3517 8.1545 0.0001 -0.0016 0.0013
Si -0.009 0.0142 9.5128 -0.001 -0.0001 0.0005
Si 2.7035 2.7321 9.5023 -0.0015 -0.0006 0.0012
Si -0.006 -5.4602 9.5238 -0.002 -0.0016 -0.0008
Si 2.729 -2.7273 9.5072 0.0002 0.0006 -0.0001
Si 5.4371 -0.0236 9.5111 -0.0011 -0.002 0.0002
Si 8.1771 2.7115 9.5192 0.0004 0.0014 -0.0001
Si 5.4494 5.4463 9.5116 -0.0009 -0.0002 0.0003
Si 8.1495 -2.7166 9.505 -0.0003 -0.0007 0.0008
O 0.8157 -1.7496 21.1004 0.0023 0.0038 -0.0142
O 1.3913 -1.3891 15.3382 0.0016 -0.0039 -0.0191
O -2.7118 -2.7082 -0.4324 -0.001 0.0005 0.0145
O 4.7607 -5.2694 16.1106 0.0078 -0.01 -0.0233
O 5.45 5.4061 -0.5045 -0.0028 -0.0002 0.0099
O -2.4499 2.5101 16.3841 -0.0043 0.0074 -0.0399
O -1.7057 1.8379 -1.1938 0.0074 -0.0103 0.0355
O 2.7108 2.7119 -0.414 -0.0005 -0.0004 0.0104
O -1.4294 1.5174 -5.8565 -0.0043 0.004 0.0142
O 0.4286 -4.2366 -8.2848 -0.0031 0.005 -0.0076
O 4.7659 5.2652 -5.2839 0.0009 -0.0014 0.0029
O 0.0198 -0.0029 -0.4339 -0.0019 0.0001 0.0189
O 3.5846 -3.7783 -1.2747 0.0083 -0.0138 0.0354
O 0.2352 -0.582 18.8136 -0.006 0.0052 -0.015
O 5.7127 -4.3733 20.258 0.0072 -0.0041 -0.0082
O 2.39 0.2398 20.1168 0.0015 -0.0001 -0.0127
O -0.4927 0.1118 16.3207 0.002 -0.0096 -0.0364
O -0.8103 -4.3874 -1.1415 -0.0115 0.0101 0.0215
O 7.0054 0.9535 -5.3538 -0.0002 -0.0013 0.0072
O 0.3531 -4.8961 -3.3863 -0.0034 -0.0117 0.0319
O -1.8996 -0.1847 -3.9263 -0.0028 0.0041 0.0177
O 4.0832 -1.4775 -2.4293 -0.0011 -0.0003 0.028
O 0.591 4.6648 -6.709 0.0005 0.0051 0.0032
O 6.9067 -1.1639 18.3368 -0.0017 -0.0017 -0.0099
O 4.7673 -2.8722 -5.9566 -0.0008 0.0012 0.0019
O 2.2688 -3.0762 -3.4477 0.0116 0.0053 0.0204
O 1.7868 -1.8293 -1.1777 -0.013 0.0058 0.0351
O 5.7766 -0.281 16.2115 -0.0062 0.0059 -0.0348
O 4.5386 -0.0849 18.5733 0.0081 -0.0017 -0.0186
O -2.6382 2.3701 -3.5494 -0.002 0.0138 0.0309
O -2.5855 -0.1101 -7.5665 0.0028 0.001 -0.0011
O 7.9394 -2.2772 16.2142 0.0077 -0.0046 -0.0293
O -1.4275 -4.5061 -6.4617 -0.0019 0.0012 0.0073
O 7.9735 -2.7073 -7.7625 0.0067 0.0029 -0.0002
O 4.0749 1.3707 15.273 -0.0022 0.0002 -0.0131
O 7.9237 3.4628 18.872 -0.006 -0.0081 -0.0168
O 5.0404 -4.7551 -7.7781 0.0037 -0.0008 -0.0017
O -0.2043 -2.3062 -3.8267 0.0092 -0.0077 0.0143
O 3.1736 -3.8886 20.774 -0.0062 0.0012 -0.0154
O 4.6348 -0.1616 -5.6441 0.0039 0.008 0.0168
O 3.6503 -4.3362 18.2797 0.0182 0.0014 -0.0375
O 8.1751 -5.2138 20.405 0 0.0039 -0.0157
O 5.5372 -2.9579 17.0058 -0.0098 -0.0027 -0.0302
O -1.3623 -4.0689 15.3299 0.0013 -0.0011 -0.0191
O -1.6119 1.2177 18.4401 0.0029 0.0012 -0.0094
O 6.3875 -0.9346 -1.2436 0.0099 -0.0074 0.0223
O 6.629 1.4418 18.0255 0.0034 -0.0028 -0.0106
O 5.8484 -1.184 -7.7349 0.0042 0.0002 0.0025
O 5.1972 -2.5387 22.0219 -0.0012 -0.0027 -0.0094
O 3.2081 -1.3484 -7.4657 0.0025 0.0008 -0.002
O -1.576 3.5752 21.1484 -0.0014 0.0057 -0.0184
O 1.0313 4.5748 -1.24 0.0112 -0.0107 0.0217
O 7.2117 3.5943 -1.3665 -0.012 0.0082 0.0279
O 6.7231 4.1038 15.3274 -0.0012 -0.0002 -0.0178
O 0.9006 1.743 17.7905 -0.0004 0.0008 -0.0216
O 7.5836 -2.663 20.9274 0 -0.0046 -0.0197
O 2.3923 -2.0975 19.0282 0.0034 -0.0036 -0.0072
O 1.113 -4.3109 18.9779 0.0012 -0.003 -0.0108
O 3.1233 -3.1745 16.0618 -0.0152 0.0036 -0.0314
O 5.5923 0.4779 -3.2883 -0.0085 -0.0088 0.0342
O 2.4745 3.1354 16.2244 0.0097 -0.0016 -0.0412
O -0.5606 -0.9346 -6.0686 -0.0008 -0.0013 0.0134
O 2.7941 3.6219 -5.7857 0.0051 -0.0001 0.0036
O -1.3068 4.2133 -2.3448 -0.0007 0.0002 0.0178
O 6.4641 -0.329 21.7111 -0.0011 -0.0001 -0.0042
O 4.6852 1.401 20.7433 -0.007 0.0011 -0.0161
O 0.9864 -3.8075 -5.6734 0.0006 0.0015 0.022
O 7.5921 -3.6738 18.4642 -0.006 0.004 -0.0258
O 2.8671 4.7363 -8.1919 0.0027 0.0004 -0.0016
O 1.6034 2.5105 -7.8299 0.0003 0.0013 -0.0025
O 3.3625 2.2103 18.6085 -0.0034 0.0046 -0.0132
O 6.9237 -4.3944 -5.9792 0.004 0.0032 0.002
O 4.9941 3.5567 -7.2458 -0.0012 0.0001 0.0005
O 0.4175 -5.4491 16.5626 -0.0036 0.0038 -0.0381
O -0.1767 0.6899 -8.1066 0.0009 0.0038 0.0012
O 4.9244 2.4654 -4.8489 0.0068 -0.0082 0.0116
O -0.7816 4.7957 18.8364 0.0119 0.0054 -0.0216
O 4.3703 0.7779 -1.075 -0.0112 0.0097 0.0267
O -2.4813 -2.4498 -5.1457 0.004 0.0054 0.0073
O 1.7029 4.1494 18.4696 0.0025 -0.0024 -0.0227

Results
free energy: -127505.281 eV
free energy less fixed offsets of O -570.45, Si -639.56 eV per atom: -5.601 eV

The program warned: the cutoff lies below the one the program advises for these potential files; the forces do not sum to zero within the program's tolerance; empty levels may hold ghost states of the PAW files; the exchange-correlation potential is rough where the density is thin.
